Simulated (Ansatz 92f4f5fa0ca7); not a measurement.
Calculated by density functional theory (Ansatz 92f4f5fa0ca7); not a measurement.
Periodic cell of 223 atoms, Si132O90P1, from a study of silicon, its oxide and their interface. The atomic structure is a simulated model.
Doubt: the cutoff is far below the 930 eV that the study's wrapper takes by default for these files, so forces and energies are approximate.

Settings: functional PBE; potential files Ansatz PAW; basis plane waves; wave-function cutoff 580 eV; density cutoff ratio 5; exchange-correlation grid ratio 1; k mesh 1 x 1 x 1, Gamma-centred; self-consistency stop 5e-08 eV per atom in the density residual; occupations fixed; spin none; net charge +1 e, with a uniform compensating background and no finite-size correction.

Cell vectors (angstrom)
a 10.938 0 0
b 0 10.938 0
c 0 0 32.1988

Atoms: element, x, y, z (angstrom)
Si 10.5924 0.2303 24.8602
Si 5.7408 10.6813 24.7429
Si 2.4834 2.9191 24.6434
Si 8.427 2.4669 24.8282
Si 0.2796 5.1705 24.7621
Si 5.1536 5.7479 24.6954
Si 2.933 8.0049 24.6009
Si 7.94 8.437 24.7335
Si 1.3341 1.3826 26.0347
Si 6.8454 1.3138 26.1262
Si 4.0455 4.1043 25.9929
Si 9.6066 4.0644 26.085
Si 1.401 6.8267 26.0156
Si 6.769 6.8541 26.0275
Si 4.1053 9.5347 25.9959
Si 9.475 9.57 26.1395
Si 2.733 -0.0056 27.3404
Si 8.1752 -0.0221 27.5622
Si 0.0163 2.7205 27.4763
Si 5.4338 2.7486 27.3793
Si 2.7359 5.4575 27.4442
Si 8.1864 5.4759 27.3572
Si -0.0043 8.1944 27.3877
Si 5.4424 8.2023 27.4468
Si 4.0774 1.3453 28.7433
Si 9.5941 1.3738 28.86
Si 1.3528 4.1065 28.8288
Si 6.8307 4.1056 28.7358
Si 4.1031 6.8205 28.81
Si 9.5578 6.824 28.745
Si 1.3947 9.5725 28.7368
Si 6.7815 9.5445 28.8688
Si 0.0371 -0.0214 30.1764
Si 5.4378 0.0165 30.1616
Si 2.7377 2.7151 30.1649
Si 8.185 2.7464 30.1415
Si -0.0188 5.4796 30.1447
Si 5.4759 5.4482 30.1513
Si 2.7218 8.2009 30.13
Si 8.2158 8.1878 30.1588
P 1.3783 1.3592 31.5365
Si 6.8263 1.3793 31.4989
Si 4.1086 4.0869 31.5395
Si 9.5666 4.0982 31.4949
Si 1.3534 6.848 31.4865
Si 6.8476 6.8175 31.5358
Si 4.0732 9.5765 31.4978
Si 9.5853 9.5579 31.5418
Si 2.7326 0.002 0.7026
Si 8.1884 0.0083 0.6554
Si 0.0012 2.7301 0.6774
Si 5.4895 2.7287 0.6934
Si 2.7283 5.5011 0.6461
Si 8.2239 5.4443 0.7122
Si 0.0131 8.1794 0.6875
Si 5.458 8.2166 0.6853
Si 4.1213 1.3839 2.0616
Si 9.5623 1.333 2.0374
Si 1.3955 4.1303 2.01
Si 6.8465 4.0834 2.0745
Si 4.0969 6.8301 2.0448
Si 9.5835 6.8359 2.0618
Si 1.3555 9.5503 2.0556
Si 6.8295 9.6023 2.0386
Si -0.0205 -0.0406 3.3898
Si 5.4844 0.0081 3.4699
Si 2.7721 2.8 3.3573
Si 8.1934 2.6848 3.4462
Si 0.0243 5.4663 3.4224
Si 5.4688 5.4634 3.4035
Si 2.7726 8.214 3.443
Si 8.1996 8.2336 3.366
Si 1.3877 1.3933 4.6337
Si 6.8407 1.3464 4.895
Si 4.1489 4.0859 4.8037
Si 9.5747 4.0797 4.7567
Si 1.4106 6.83 4.8042
Si 6.8197 6.8882 4.724
Si 4.1311 9.5769 4.8432
Si 9.5458 9.5487 4.7899
Si 2.7394 0.1081 6.0614
Si 8.1978 -0.0596 6.2591
Si 0.0244 2.6752 6.0445
Si 5.4727 2.7243 6.2825
Si 2.8089 5.4807 6.1726
Si 8.1683 5.4789 6.0391
Si 0.009 8.1844 6.1448
Si 5.5242 8.2229 6.2324
Si 3.8333 1.5756 7.5992
Si 9.8294 1.1394 7.4467
Si 1.6293 3.8032 7.3097
Si 6.6422 4.4138 7.4766
Si 4.3978 6.6339 7.5404
Si 9.3634 6.9484 7.401
Si 1.1308 9.9166 7.2928
Si 7.1576 9.2294 7.6668
O 8.3126 8.0919 7.9114
O 2.7173 2.7421 7.9529
O 9.5218 1.3527 24.2679
O 4.0505 6.8628 24.1276
O 0.0157 0.0228 7.9535
O 5.5156 5.5079 8.0275
O 6.8543 9.574 24.1975
O 1.3749 4.0649 24.1708
O 3.8521 7.3913 8.9265
O 0.8113 4.3758 8.6018
O 9.8079 6.1701 8.7949
O 2.0965 9.3875 8.509
O 7.4941 3.927 8.8059
O 4.266 0.9269 9.0675
O 6.7289 9.5562 9.2229
O 9.1993 1.8606 8.7904
O 7.7178 3.1551 23.5178
O 10.5081 5.8498 23.4502
O 5.0897 0.4318 23.4023
O 5.8586 5.0839 23.3653
O 3.1127 2.213 23.2784
O 2.2926 8.7143 23.2311
O 8.6136 7.7435 23.3968
O 0.2497 10.3579 23.58
Si 4.3939 1.5704 22.4703
Si 3.4882 7.9264 14.0331
Si 7.1147 0.9574 14.6629
Si 0.9465 9.3572 22.522
Si 1.1755 4.3055 11.8803
Si 6.2649 8.9628 15.3178
Si 0.6765 1.3641 12.2995
Si 8.6274 4.9517 20.5132
Si 0.3192 5.7108 9.3623
Si 5.1025 3.1236 17.9415
Si 0.8818 3.7432 16.7491
Si 10.4 2.8429 19.23
Si 5.2752 1.181 10.3495
Si 0.8879 0.1732 19.8442
Si 6.6416 9.4584 10.8615
Si 9.3381 9.6763 18.3227
Si 9.3885 9.244 12.5679
Si 6.5748 3.8447 22.5887
Si 2.4333 8.0708 9.3815
Si 10.5892 7.3663 17.0758
Si 2.5108 6.2887 16.5814
Si 10.1749 4.4879 14.1894
Si 6.1386 9.1862 18.5149
Si 7.9627 2.5741 9.5785
Si 8.8783 2.1428 12.4506
Si 5.3389 6.2458 18.0678
Si 3.9238 0.5597 19.468
Si 4.2715 3.8382 12.0498
Si 5.5412 6.6 12.1367
Si 8.0125 2.5029 17.2179
Si 4.3571 2.4806 14.9665
Si 1.5368 1.2113 15.2605
Si 1.5701 9.4097 12.0468
Si 8.0494 6.8491 13.8645
Si 10.3785 9.8341 15.4852
Si 9.8092 7.0125 22.5574
Si 8.1099 5.484 17.4099
O 6.0439 7.9568 11.2883
O 6.0211 9.2049 16.8969
O 7.6776 1.3621 13.1927
O 0.8929 1.7459 13.8691
O 9.4271 6.255 16.8778
O 6.7596 6.1999 13.134
O 5.1328 4.6606 18.6098
O 9.2291 2.1545 18.272
O 2.3689 0.1002 19.076
O 9.4057 10.2283 16.7618
O 2.7834 4.4358 11.7092
O 5.0667 10.3247 19.1056
O 9.4236 3.2372 13.4964
O 0.455 1.7612 19.9598
O 3.1511 1.3622 15.0689
O 8.1711 5.3779 19.0236
O 3.8919 6.598 17.3941
O 4.5787 3.2834 16.3851
O 9.0609 5.6644 14.3116
O 5.4614 2.7529 22.135
O 10.6736 4.1474 15.6866
O 0.3389 3.8661 18.2845
O 10.4284 10.514 19.2111
O 9.6408 10.0228 14.0266
O 10.8969 8.1319 22.0983
O 1.1874 2.1593 16.533
O 9.7275 3.7436 20.4183
O 8.1332 4.0321 16.6818
O -0.0424 9.1005 11.9058
O 6.5858 2.4174 18.0084
O 5.5757 10.7133 11.1934
O 7.7498 9.5927 18.8443
O 10.0275 1.0211 12.0621
O 1.3056 6.9574 9.0749
O 0.6221 4.7623 13.3511
O 5.7054 7.6244 18.9825
O 5.2321 5.0839 11.5198
O 2.714 6.9797 15.1191
O 0.9114 2.7394 11.4678
O 0.8579 10.6837 15.5496
O 2.4081 8.5834 10.9181
O 4.6904 2.4288 11.2736
O 4.2451 3.5097 13.68
O 2.2006 4.6793 16.4929
O 10.705 8.2476 15.6964
O 6.9246 10.2899 14.6671
O 2.3391 8.9492 13.4302
O 8.0284 1.5217 15.9068
O 4.1273 6.9942 12.8581
O 4.1782 2.0126 18.7241
O 7.2894 4.4263 21.2627
O 8.4128 2.9261 11.1021
O 1.1781 6.8618 17.36
O 5.6496 1.5743 14.7543
O 8.1272 9.7536 11.5872
O 9.2145 6.2825 21.238
O 8.9581 7.7126 12.853
O 1.6518 0.1164 11.8847
O 6.6451 6.1491 17.0652
O 7.3951 7.8 15.0371
O 1.2199 10.2847 21.2165
O 10.0298 8.1977 18.3545
O 3.9494 0.8537 21.0815
O 0.3259 5.3254 10.9296
O 6.6945 1.5699 9.6467
O 4.7749 8.7032 14.6866

Results
free energy: -135861.102 eV
free energy less fixed offsets of O -568.88, P -755.39, Si -635.61 eV per atom: -5.992 eV

Forces (eV/angstrom), in the order of the atoms: element, x, y, z
Si 0.0269 -0.08 -0.2487
Si -0.0401 0.0179 -0.2745
Si 0.0615 -0.0457 -0.2915
Si -0.0518 0.0893 -0.2824
Si -0.0764 0.0335 -0.2879
Si 0.0577 -0.0253 -0.2677
Si -0.0157 0.0385 -0.2704
Si 0.0495 -0.0707 -0.2548
Si -0.0051 0.0255 -0.0048
Si 0.027 -0.0224 0.0948
Si -0.0156 0.001 0.0437
Si 0.0029 -0.0028 0.0034
Si 0.0122 0.011 0.0681
Si -0.0013 0.0143 0.002
Si 0.0074 -0.0104 0.0001
Si -0.0312 0.0151 0.0595
Si 0.0016 -0.0152 -0.1151
Si -0.0253 -0.0457 0.0689
Si -0.0128 0.011 0.0876
Si 0.0129 0.0107 -0.103
Si 0.0239 0.0119 -0.0021
Si -0.0012 -0.0113 -0.0857
Si -0.0255 -0.027 -0.1008
Si -0.0134 -0.0201 0.0383
Si 0.0159 0.0363 0.0864
Si -0.0103 -0.05 -0.1018
Si 0.0275 -0.0863 -0.0663
Si -0.0218 -0.0026 0.0727
Si 0.0068 -0.0348 -0.068
Si -0.0124 0.0672 0.0515
Si -0.0588 0.0059 0.0842
Si 0.1536 0.022 -0.1645
Si -0.0602 0.0258 -0.09
Si -0.0542 0.0105 0.0042
Si -0.023 0.059 -0.0861
Si -0.0026 0.0389 -0.0294
Si -0.044 0.0085 -0.0212
Si 0.041 0.0177 -0.0207
Si 0.0327 0.0229 -0.0231
Si -0.0236 -0.0532 -0.0094
P 0.0137 -0.0207 -0.04
Si -0.0047 0.0134 -0.0033
Si -0.0009 -0.0189 -0.0095
Si 0.0049 -0.0103 0.0246
Si -0.0158 0.0067 -0.0138
Si 0.0111 -0.0025 0.0187
Si -0.0181 0.0039 0.0423
Si 0.0103 0.0053 -0.0142
Si 0.0003 -0.0268 0.1034
Si 0.0185 -0.0097 -0.0047
Si -0.0192 0.0019 0.0784
Si -0.0013 0.0218 0.0345
Si 0.0419 -0.014 -0.0047
Si -0.0306 0.0295 0.0557
Si -0.0291 0.0068 0.033
Si 0.0257 -0.029 0.0285
Si 0.0375 -0.0501 -0.0185
Si 0.0067 0.0218 0.0053
Si -0.0763 0.0159 -0.0293
Si 0.0587 -0.0338 0.0087
Si 0.03 0.0625 0.007
Si 0.009 -0.0627 -0.0079
Si 0.0766 -0.0238 -0.0088
Si -0.0838 0.0051 -0.0066
Si 0.064 0.11 0.1123
Si -0.0414 -0.0302 -0.0848
Si -0.0645 -0.142 0.1572
Si 0.0562 0.1238 -0.0431
Si -0.074 -0.0038 0.0026
Si 0.0376 0.0419 0.0564
Si -0.0316 -0.0149 -0.0567
Si 0.0066 -0.0685 0.1249
Si -0.0067 0.0059 -0.107
Si 0.0024 -0.0034 0.0861
Si 0.0372 0.0414 -0.0027
Si -0.0115 0.0001 0.0367
Si 0.0149 0.0153 0.0369
Si -0.0036 0.0153 -0.0235
Si 0.0208 0.0097 0.0872
Si -0.025 -0.0234 -0.0097
Si 0.0124 0.0414 -0.0408
Si -0.0056 -0.0363 -0.0039
Si 0.0103 -0.0242 -0.0261
Si -0.0113 0.0066 -0.0092
Si 0.0162 0.013 -0.0081
Si 0.0052 0.0009 -0.0652
Si -0.0258 -0.0232 -0.0065
Si 0.0241 -0.0141 -0.053
Si 0.0276 -0.0894 0.3071
Si -0.0259 0.1028 0.2598
Si -0.0996 0.0173 0.2181
Si 0.0662 0.018 0.2639
Si -0.014 0.0496 0.2522
Si 0.0082 -0.0484 0.2275
Si 0.0607 -0.0129 0.234
Si -0.0517 0.0144 0.3407
O 0.0208 -0.0133 -0.1278
O 0.0286 -0.0013 -0.1377
O -0.0161 0.0037 0.1429
O -0.0095 0.009 0.1278
O 0.0038 -0.0268 -0.1384
O 0.0047 -0.012 -0.1274
O -0.0103 0.0084 0.1297
O -0.0059 0.0113 0.1448
O 0.0925 -0.0866 -0.245
O 0.0814 -0.1058 -0.2635
O -0.0892 0.0739 -0.239
O -0.0868 0.1261 -0.2893
O -0.0875 0.1134 -0.2832
O -0.1077 0.0452 -0.3621
O 0.0492 -0.0166 -0.442
O 0.1169 -0.0968 -0.2784
O 0.1117 -0.1087 0.2978
O 0.1149 -0.1228 0.3037
O 0.1144 -0.1195 0.3214
O -0.1109 0.1255 0.2846
O -0.1301 0.0959 0.2919
O 0.1207 -0.112 0.2963
O -0.1147 0.1045 0.2744
O -0.1032 0.1225 0.3112
Si -0.0108 -0.0179 -0.5009
Si 0.012 -0.0057 0.1481
Si -0.0262 -0.0134 0.1031
Si -0.031 0.0549 -0.4929
Si 0.0439 -0.0769 0.2707
Si -0.0027 0.003 0.0226
Si 0.0018 -0.0032 0.1808
Si 0.0648 -0.0725 -0.3806
Si 0.0524 0.0086 0.4163
Si 0.0245 0.0347 -0.0975
Si 0.036 0.0071 -0.0474
Si 0.0093 -0.0115 -0.2193
Si 0.0282 0.0527 0.4154
Si -0.0721 0.0889 -0.3094
Si 0.0484 -0.0665 0.4315
Si -0.0377 -0.0328 -0.1207
Si 0.0359 -0.03 0.2061
Si 0.0175 -0.0042 -0.4529
Si -0.0414 -0.0095 0.4313
Si 0.0295 -0.0135 -0.0448
Si -0.0044 -0.0043 0.0042
Si -0.0224 0.0271 0.1135
Si 0.0267 -0.034 -0.1074
Si -0.0318 -0.0554 0.4417
Si 0.031 -0.0513 0.2764
Si -0.0315 0.0049 -0.0865
Si 0.0446 -0.0266 -0.3313
Si -0.0182 0.0577 0.2335
Si -0.0089 -0.042 0.2215
Si -0.0181 0.0009 -0.0595
Si -0.0012 -0.0413 0.0778
Si 0.019 -0.0184 0.0618
Si -0.062 0.0666 0.2763
Si 0.0081 0.0003 0.117
Si 0.0291 -0.0125 0.05
Si -0.0237 -0.0061 -0.4524
Si -0.0041 0.0167 -0.1378
O 0.0272 0.1029 -0.1476
O -0.0023 0.0045 0.0367
O 0.0324 0.0298 -0.113
O -0.0207 0.0042 -0.1093
O -0.0159 -0.0112 0.0268
O -0.0486 0.0056 -0.0872
O 0.0037 -0.0152 0.0467
O 0.0372 0.0074 0.0765
O -0.0183 -0.0053 0.1008
O -0.0024 0.0044 0.0343
O -0.0177 0.0103 -0.0846
O -0.0527 0.0558 0.0821
O -0.0202 -0.0368 -0.0892
O 0.0278 -0.0317 0.0922
O 0.0008 0.009 -0.0231
O 0.022 -0.0203 0.2093
O 0.0214 -0.0003 0.019
O -0.0006 -0.0054 0.0152
O 0.0011 0.0008 -0.032
O 0.0043 0.0121 0.1556
O -0.0119 0.0009 -0.0345
O -0.0336 -0.0193 0.0815
O 0.0809 0.0292 0.1075
O -0.0202 -0.0069 -0.0975
O 0.0053 -0.0117 0.1531
O -0.0053 0.0004 0.0059
O -0.0541 0.0689 0.1396
O 0.0045 0.0028 0.0289
O 0.0383 -0.0083 -0.0872
O -0.013 -0.0031 0.0348
O -0.0103 0.0391 -0.1359
O 0.0006 0.006 0.0435
O -0.0178 0.0077 -0.0772
O -0.0015 0.0043 -0.1552
O 0.0413 -0.0013 -0.1196
O 0.0054 0.0152 0.0509
O 0.0026 -0.0209 -0.0911
O 0.0115 0.0195 -0.0487
O -0.0004 0.0397 -0.0975
O -0.0037 0.0045 -0.0191
O 0.0568 -0.0829 -0.2906
O 0.0473 -0.1284 -0.1768
O 0.0018 0.0336 -0.1351
O -0.008 -0.0086 0.0014
O -0.0099 0.0083 -0.0069
O 0.0098 0.0107 -0.0285
O -0.0383 0.0243 -0.1148
O 0.0028 0.0011 -0.011
O 0.0375 -0.0223 -0.0999
O -0.0313 -0.0636 0.1023
O -0.1135 -0.0604 0.2519
O -0.0577 0.0294 -0.2837
O -0.0083 0.0062 0.0143
O 0.0048 0.0067 -0.0283
O -0.1079 0.017 -0.1539
O 0.0636 0.1169 0.247
O 0.0131 0.0378 -0.076
O 0.0197 -0.0247 -0.0807
O 0.0086 -0.0034 0.03
O 0.0107 -0.0173 -0.0335
O 0.0096 -0.1388 0.3238
O -0.0075 0.0209 0.0539
O 0.0392 0.0798 0.3564
O -0.0475 0.0832 -0.2586
O 0.0454 0.0275 -0.1625
O -0.017 -0.0077 -0.0391

The program warned: the cutoff lies below the one the program advises for these potential files; the forces do not sum to zero within the program's tolerance; the exchange-correlation potential is rough where the density is thin.
